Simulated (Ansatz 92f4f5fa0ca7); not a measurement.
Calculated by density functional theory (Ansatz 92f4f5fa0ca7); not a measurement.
Periodic cell of 158 atoms, Si96O58N4, from a study of silicon, its oxide and their interface. The atomic structure is a simulated model.

Settings
functional: r2SCAN
potential files: Ansatz norm-conserving
basis: plane waves
wave-function cutoff: 1300 eV
density cutoff ratio: 4
exchange-correlation grid ratio: 1
k mesh: 2 x 2 x 1, shifted by 0.5 0.5 0.5 of a step
self-consistency stop: 5e-08 eV per atom in the density residual
occupations: Fermi-Dirac, 0.05 eV
spin: none
net charge: 0

Cell vectors (angstrom)
a 10.88 0 0
b 0 10.88 0
c 0 0 22.6268

Atoms: element, x, y, z (angstrom)
Si -0.5558 0.3253 -0.2638
Si 2.8734 2.3057 0.1862
Si -0.2004 5.5339 0.0126
Si 3.2431 7.7149 0.1701
Si 5.3197 0.375 -0.0393
Si 8.4513 3.0701 0.1182
Si 5.4515 5.3273 0.3982
Si 8.6153 7.6761 0.0337
Si 1.1702 1.4192 1.1407
Si 3.8327 3.862 1.5715
Si 1.2109 6.7066 1.4916
Si 4.2375 9.5782 1.232
Si 6.9529 1.6144 1.2829
Si 9.2879 4.5077 1.5656
Si 7.0085 6.6066 1.2769
Si 9.5 9.5299 1.1763
Si -0.0178 3.1361 2.4986
Si 2.6131 0.0024 2.6852
Si -0.1807 8.0512 2.5209
Si 2.7793 5.5119 2.9205
Si 5.7597 2.8991 2.6783
Si 7.9484 0.1331 2.6797
Si 5.543 8.2027 2.404
Si 7.9069 5.4317 3.0983
Si 1.3966 4.0172 4.197
Si 4.1832 1.5486 3.7146
Si 1.1314 9.5479 3.9237
Si 4.1032 7.0559 3.9853
Si 6.5783 4.0335 4.4528
Si 9.6144 1.4195 3.6607
Si 6.8864 9.4095 4.0368
Si 9.7493 6.5039 4.2017
Si -0.3065 -0.0678 5.1793
Si 2.6623 2.5452 5.335
Si 0.2327 5.3342 5.7648
Si 2.7064 8.3893 5.3457
Si 5.5581 0.0578 5.0722
Si 8.2191 2.7365 5.4321
Si 5.6084 5.8891 5.2905
Si 8.1684 7.9719 5.3776
Si 0.9985 1.3339 6.6295
Si 4.1413 4.1084 6.5026
Si 1.5095 6.9578 6.8186
Si 4.2684 9.5777 6.691
Si 6.6225 1.289 6.4784
Si 9.56 3.9459 6.9403
Si 6.9139 6.8695 6.8788
Si 9.4034 9.4643 6.7531
Si 0.0899 2.8566 8.3348
Si 2.4426 -0.1436 7.8899
Si -0.012 7.9895 8.1298
Si 2.9599 5.4617 7.7849
Si 5.3713 2.8471 7.871
Si 7.9716 -0.0877 7.9775
Si 5.266 8.285 8.3148
Si 8.2857 5.4563 8.1319
Si 1.7106 4.2342 9.3507
Si 4.0604 1.6905 9.269
Si 1.469 9.1945 9.311
Si 3.9351 6.7753 9.4966
Si 6.8769 4.0184 9.2594
Si 9.5667 1.0839 9.1294
Si 6.9108 9.6778 9.5014
Si 9.441 6.6785 9.6651
Si -0.0147 -0.3318 10.4876
Si 3.6285 3.3621 10.7806
Si 0.3819 5.7153 11.0975
Si 2.5275 7.948 10.9707
Si 5.7661 0.4678 10.7081
Si 8.0211 2.3298 10.4181
Si 5.6633 5.5389 10.6035
Si 7.8554 7.9738 10.9357
Si -1.6115 -1.5553 13.1744
Si 6.4714 3.2003 15.5346
Si -0.9554 3.5019 12.8161
Si 6.8011 7.4479 13.8107
Si 9.2901 4.2009 15.5864
Si 9.1376 -2.3272 17.2974
Si 7.4128 -4.6629 16.5917
Si 3.3839 10.3144 12.919
Si 1.6465 4.1972 20.6441
Si -1.2753 -0.1033 19.5266
Si -4.5431 9.7162 17.641
Si 2.5847 5.3903 18.1171
Si -0.1203 7.1814 14.9908
Si 4.7882 -5.9485 13.4465
Si 1.5078 12.5864 12.3093
Si 6.4308 1.9365 18.1118
Si -1.3459 2.0947 17.4485
Si -2.0047 1.4087 14.639
Si 2.853 6.8099 20.2004
Si 2.8053 6.341 15.1429
Si 5.3451 5.8871 18.7646
Si 6.5679 3.8807 20.3938
Si 4.6543 8.7981 15.2914
Si 7.0275 9.5327 20.5777
O -1.3627 1.7926 -0.3738
O -0.2091 -0.2657 20.8453
O 4.4772 -3.956 19.8001
O 2.1661 2.8175 21.3062
O -1.2286 6.6537 -0.5872
O 0.296 4.5731 21.4015
O 2.7261 8.0583 21.2817
O 1.6755 4.2029 18.9988
O 5.9652 -0.2142 21.1663
O 4.1106 1.3488 -0.3774
O 6.0288 2.6143 19.6019
O 7.8556 3.8743 21.37
O 4.5041 6.6241 22.5349
O 5.5685 4.2944 21.6255
O 6.3301 8.9771 19.123
O 7.5863 8.2021 21.3217
O -0.8493 -5.1657 15.2998
O -0.73 -0.8807 11.9352
O 0.9821 1.1274 10.9709
O 2.7527 2.9421 12.1939
O -3.6203 1.7598 15.1086
O -0.1995 4.8836 12.4352
O 1.3865 6.9502 11.7269
O 3.1716 8.8988 12.062
O 4.6505 0.2388 12.0709
O 7.0039 1.3477 11.2638
O 8.8164 3.1041 11.647
O 5.9297 -2.0959 14.374
O -0.8434 3.6441 17.111
N 4.8457 4.3622 11.7973
N 8.0324 8.3264 12.5854
O 3.6967 9.8635 14.477
O -0.728 1.2588 18.7661
O -0.587 -2.7388 16.2773
O 1.495 7.0943 14.8508
O 5.6009 2.6906 16.8237
O -2.9352 2.3161 17.7976
O 2.1059 11.2063 13.0838
O -5.1936 6.4392 13.3109
O 9.7515 -1.4136 18.4403
O 8.5498 -3.8721 17.5959
O 8.7632 10.7832 13.9298
O 10.3444 -2.7847 13.7532
O 6.596 6.8021 10.8247
N 18.5369 4.6294 15.9322
O 0.1222 13.1537 13.1097
O 2.6977 5.4298 21.0579
O -4.3049 5.0753 19.3684
O -5.3066 -7.0393 14.3702
O -2.7468 -0.1707 20.1666
O -5.8865 9.219 16.7075
O -4.8726 6.5504 17.3712
O 4.0082 7.3389 15.4356
O 2.4391 5.5028 16.5438
O 6.1134 0.3652 18.118
O -1.1855 1.1511 16.1929
O 7.7105 -14.8089 15.1269
O 7.7866 -1.5082 16.9307
O 4.0841 4.9086 18.4108
O 2.0903 6.8543 18.7738
N -1.6857 -7.7578 14.3052
O 3.4027 5.2122 14.1778

Results
free energy: -39375.387 eV
free energy less fixed offsets of N -289.75, O -463.61, Si -117.95 eV per atom: -3.807 eV
pressure: -2.47 GPa
stress xx, yy, zz, yz, xz, xy (GPa, positive in tension): 1.22, 3.98, 2.23, -0.06, -0.6, 0.72

Forces (eV/angstrom), in the order of the atoms: element, x, y, z
Si 1.2321 1.4645 -0.1935
Si 0.9735 0.7921 -4.2137
Si 0.1296 -0.2028 0.1699
Si 0.015 -0.59 0.2324
Si 1.1477 -0.9584 -0.2998
Si -0.2317 -2.537 -2.6365
Si -3.7608 -2.1802 -3.416
Si -2.6516 2.2229 -1.6268
Si -1.4353 -1.7036 1.6742
Si 2.113 2.0811 0.3322
Si 3.4847 -0.8182 -1.851
Si -1.373 0.7989 -0.1219
Si -0.6709 -0.314 -1.5895
Si 1.1536 -0.384 -0.1675
Si 0.538 0.9599 2.2476
Si -1.4386 0.3631 0.2344
Si 0.741 -2.0227 0.5495
Si 0.368 0.5094 -1.4353
Si 0.0327 1.1666 2.1326
Si -1.4544 -1.2493 -0.3996
Si -2.4181 -0.0187 0.1492
Si 1.7696 -1.3894 -0.6906
Si 0.9907 -0.4558 1.5478
Si 0.8376 0.3593 0.0478
Si -0.1858 1.2125 -0.6662
Si -0.7416 -1.6168 1.3363
Si 1.1413 -0.8117 0.1195
Si 0.4869 0.2897 -0.5512
Si 1.3164 0.5971 -0.9264
Si -0.9466 1.094 1.2836
Si -0.2107 -0.3652 -1.0948
Si -1.5721 1.2077 -0.2074
Si 0.339 0.7386 0.9546
Si 1.0671 -0.2206 0.2591
Si -0.6537 -0.2821 -1.2474
Si -0.307 -0.1606 -0.0771
Si -2.578 -1.2805 -0.2978
Si 0.3466 -1.188 -0.4112
Si -1.7208 -1.7057 1.1114
Si 1.7057 0.845 -0.2367
Si 1.2827 -0.0242 0.3757
Si 0.1258 0.494 -1.7698
Si 0.2489 -0.758 -1.1671
Si -1.2459 1.1791 -0.5074
Si 2.031 1.5903 2.389
Si 0.1628 1.3104 -0.7368
Si -1.3183 0.4952 1.2761
Si 0.2026 -0.8986 -0.5741
Si 0.2498 -1.8538 -0.603
Si 1.5929 1.3094 0.0838
Si -1.6523 0.3567 0.0711
Si -1.4552 1.0973 1.8457
Si 1.5008 -0.5728 -0.411
Si 0.7635 1.3694 -2.2101
Si 1.7767 -0.1887 -0.4737
Si -0.4879 -0.7462 -0.2412
Si 0.1298 0.9706 1.8609
Si 0.5351 -2.2482 0.7682
Si -0.2935 0.9293 1.186
Si 0.9146 -0.8077 0.2142
Si -0.5127 -0.0856 -0.0983
Si -0.2851 0.8161 0.947
Si -2.0246 -2.034 1.8947
Si 1.6938 0.9053 0.9231
Si 0.5017 2.1244 2.3048
Si -1.4307 0.552 2.7798
Si 0.5764 0.2438 -0.7232
Si -1.2893 -1.1239 -0.5671
Si -3.4452 -0.4049 1.1328
Si 1.0058 0.3797 1.1893
Si -1.8948 -1.9569 -0.4858
Si -1.2477 -1.0889 -1.6599
Si 2.4815 0.5756 -0.274
Si 1.8262 0.1378 0.7377
Si -0.0769 -2.0503 -1.1968
Si 1.4268 3.3776 1.9038
Si 0.8414 3.0744 3.1971
Si -0.7604 -2.444 0.3092
Si 1.73 0.8781 0.628
Si 3.5528 -1.0083 -0.0025
Si 2.2786 -0.1845 -0.7577
Si 2.6355 -1.3581 -0.7054
Si -0.9634 -1.3502 0.5612
Si -2.3191 -1.8683 -0.074
Si -1.2629 0.0625 2.4354
Si 2.0012 -0.1808 -1.0684
Si 1.4123 1.1571 2.615
Si -1.5315 1.2726 -0.3681
Si -0.0832 0.8495 2.2198
Si -2.0131 -0.6182 3.7183
Si 3.2833 1.9718 1.59
Si 1.2313 -1.8898 3.2492
Si -1.6854 2.3684 -0.1553
Si -0.9626 0.2892 3.106
Si -2.2003 0.4601 -3.2452
Si -1.422 0.7 -2.6909
O -0.7865 0.1489 0.0198
O -1.408 0.5112 -0.2473
O 1.2497 -1.0235 -1.4489
O 0.9477 0.1557 1.1437
O 0.9412 -0.0507 -1.0521
O -1.6034 0.8379 0.8629
O -0.8304 -0.7563 -1.024
O 0.3295 1.2642 -0.3439
O -0.2649 -1.1626 1.7184
O -1.4143 1.1856 0.0077
O 0.5266 -1.7385 -1.6644
O 2.5181 -1.8189 0.647
O -0.5092 0.5998 0.9342
O -1.0272 1.2326 1.4045
O 1.0603 0.5391 0.8294
O 0.747 0.7787 1.1315
O 0.811 -1.0574 -0.8236
O 0.1018 -0.2292 -1.2524
O -1.51 -2.2317 -2.8023
O -2.2324 -2.5901 -0.6749
O 0.6778 0.7758 -0.5502
O -0.0459 0.2097 -0.3317
O -0.2432 -0.7423 -1.2742
O 0.3416 1.0085 1.0226
O -0.0861 -1.0559 -0.3033
O 0.0059 0.4779 0.0156
O 1.2538 0.7053 0.7411
O 2.8605 -1.937 -1.9578
O -0.9859 -0.9993 -2.431
N -0.1944 1.58 -1.5653
N -2.5705 -1.4425 1.6902
O -0.0181 -0.1643 -0.6334
O -1.2322 0.0969 -0.5527
O 1.152 0.1865 -1.4125
O -2.4391 0.7498 -1.0346
O 0.8298 -0.133 1.1946
O 0.8499 -0.4341 0.5635
O -1.4953 2.6405 -0.5652
O -0.886 -2.7243 -0.0975
O 0.6923 1.7587 2.5421
O -1.1119 -0.5289 -0.702
O 1.1662 -0.1734 0.0718
O -1.8937 2.2896 -1.0883
O 2.2128 1.795 1.2518
N -1.1574 -2.2295 0.9166
O 2.8334 -0.4235 -1.806
O -1.3637 -0.2567 -0.7637
O 0.6512 1.1395 -0.695
O -0.3803 0.3151 -0.3359
O 0.4926 -0.5624 -0.0814
O 3.1588 2.4744 5.2113
O -0.4512 -1.0208 0.376
O -0.3961 0.064 -0.299
O -0.1864 0.1183 -0.8956
O 0.0983 0.6752 -0.8262
O -0.8975 -0.5707 -3.834
O -1.934 1.574 -1.7776
O -1.8507 1.0427 -0.6849
O 1.0631 0.0111 -0.2287
O 0.2773 -1.2177 0.361
N 0.4744 0.3373 -0.3964
O -0.6179 0.203 -0.9743

The program warned: the forces do not sum to zero within the program's tolerance.
